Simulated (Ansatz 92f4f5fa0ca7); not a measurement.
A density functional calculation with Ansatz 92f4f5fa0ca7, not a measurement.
Periodic cell of 157 atoms, Si96O55N6, from a study of silicon, its oxide and their interface. The atomic structure is a simulated model.

Settings
functional: r2SCAN
potential files: Ansatz norm-conserving
basis: plane waves
wave-function cutoff: 1300 eV
density cutoff ratio: 4
exchange-correlation grid ratio: 1
k mesh: 2 x 2 x 1, shifted by 0.5 0.5 0.5 of a step
self-consistency stop: 5e-08 eV per atom in the density residual
occupations: Fermi-Dirac, 0.05 eV
spin: none
net charge: 0

Cell vectors (angstrom)
a 10.88 0 0
b 0 10.88 0
c 0 0 22.8122

Atoms and the computed forces on them: element, x, y, z (angstrom), force x, y, z (eV/angstrom)
Si -0.3237 -0.3811 0.0714 1.8262 -1.2195 -0.0427
Si 3.4118 3.9224 -0.2759 -0.9036 1.1847 0.6381
Si -0.8208 6.1945 0.0971 0.4282 0.2629 -2.3082
Si 2.1136 8.7059 -0.0313 -0.4994 1.2609 -3.0112
Si 4.9179 1.3109 -0.1293 -0.5319 -0.2325 -1.4076
Si 8.0065 3.1222 -0.3263 2.5049 3.5442 -3.0953
Si 5.4867 5.2148 -0.4431 0.9719 0.1859 -1.2844
Si 7.3225 7.8659 0.9965 2.5074 -1.5794 -0.909
Si 1.6599 1.2309 0.8457 -0.5164 -0.1243 1.1892
Si 2.9257 3.2746 1.9569 -2.2915 0.6291 -0.8079
Si 1.379 6.9384 1.1076 -1.6678 -0.4105 2.3565
Si 3.8175 10.4201 1.3666 -0.6566 -0.9519 -0.6387
Si 7.0375 1.6392 0.937 -2.476 -0.3283 -0.1882
Si 9.6353 4.3216 1.4398 -1.5082 -1.3036 -0.9491
Si 5.4358 6.0745 1.7526 1.2108 0.1484 0.4113
Si 9.2352 9.4289 1.7065 -1.0167 0.3112 -0.8422
Si 0.3082 2.6379 2.2795 -2.4378 -1.3859 -0.7378
Si 2.2935 0.4533 3.0386 -0.3775 -1.7038 -0.3682
Si -0.1134 8.013 2.7827 0.4342 0.3978 1.3622
Si 2.292 6.0881 3.0818 0.6266 -0.9809 -0.2231
Si 5.0525 2.9612 1.8532 3.2983 -0.8786 2.1118
Si 7.7744 0.2759 2.4514 2.2935 -2.1769 2.7523
Si 5.1103 8.4608 2.7775 -0.0219 -0.3147 -0.6563
Si 7.0597 4.3523 2.3897 -0.742 0.3654 -2.0026
Si 1.1892 3.9732 3.7362 1.5592 1.6922 1.8883
Si 4.0815 1.5277 3.952 1.758 0.6327 -0.2157
Si 1.1461 9.5436 4.4942 0.8479 -1.2543 -1.86
Si 4.4636 6.5303 4.2188 -1.2363 1.0511 -1.0317
Si 7.9724 4.5772 4.3447 -0.72 -0.4347 1.5088
Si 9.531 0.8757 4.1722 -0.5614 2.1511 -0.6584
Si 6.8072 9.5395 3.9929 -1.2553 1.6977 0.2328
Si 9.3514 6.561 4.3106 0.5946 0.681 -0.3107
Si -0.0266 0.0086 5.9364 -0.1653 -0.1764 0.0372
Si 2.5745 2.679 5.2146 0.3585 1.1491 1.8073
Si 0.07 5.215 5.429 0.5051 1.1752 0.2887
Si 2.9088 7.9433 5.5195 -0.629 0.0507 -1.8263
Si 5.5432 0.3654 5.4513 0.4826 -0.9403 0.0103
Si 8.2293 2.5442 5.5844 1.7712 0.653 -0.4117
Si 5.6121 4.8038 5.3779 0.4767 0.7047 -0.4101
Si 7.9134 8.1146 5.5026 2.0176 0.3359 -0.78
Si 1.8406 1.2643 7.0992 -2.7218 1.3523 -0.557
Si 3.7889 4.5154 6.8159 1.3756 -3.0631 -0.9694
Si 1.5922 6.7125 6.9076 -0.4096 -1.938 -1.8911
Si 4.0627 9.6292 6.3782 0.3168 1.1989 1.8035
Si 6.8834 1.7711 7.281 -0.8107 -1.6886 -1.2054
Si 9.7284 3.9973 6.8852 0.2266 -1.8903 -0.9654
Si 6.9601 6.367 6.5032 -1.8222 0.3978 1.6544
Si 9.4188 9.2539 6.9626 0.2683 1.3378 0.4851
Si 0.046 2.9097 8.4697 1.9965 -1.2284 0.7848
Si 2.9424 -0.2981 8.3792 0.1577 0.7426 0.3246
Si 0.7638 8.4062 7.8923 -4.2936 1.1957 0.6261
Si 2.9335 5.7747 8.4092 0.1919 -0.9768 2.4387
Si 5.1756 2.9462 8.3126 0.8065 0.972 -0.2851
Si 8.05 -0.0763 8.3991 0.1594 -0.6906 0.0906
Si 5.1359 8.1076 7.7993 1.0976 -1.9828 -0.71
Si 8.4871 5.3711 8.0197 -0.9769 0.5665 2.1101
Si 1.5872 4.2772 9.9419 0.0212 -0.3196 -2.1615
Si 4.0141 1.549 9.6799 1.1378 -1.5381 -0.4856
Si 1.3187 9.3938 9.8036 2.7709 0.6493 0.9985
Si 4.6564 6.8021 9.7888 -1.1803 0.0313 -2.0731
Si 7.2655 3.6099 9.6425 -1.6412 2.3405 -0.6041
Si 9.8224 1.1473 9.7383 0.9414 -0.6472 -1.2285
Si 5.9768 9.2585 9.4033 2.9254 1.3414 0.6912
Si 9.8939 7.0368 9.2348 0.0614 0.7494 -0.0936
Si 0.4934 0.2125 11.3357 -0.5336 0.5684 -2.1191
Si 2.7211 2.6809 11.2006 -0.7165 -1.1902 0.1522
Si 0.897 6.3629 10.5137 -1.567 -2.5927 3.4715
Si 3.1758 7.8606 11.1446 -1.1435 -0.2148 -1.2855
Si 5.4512 -0.0199 10.9141 0.5238 2.147 -0.3818
Si 8.0659 1.7636 10.8571 -2.2607 -0.3974 4.5519
Si 6.3109 5.5634 10.8394 -1.6179 -2.7639 0.8074
Si 8.3782 7.8912 11.1574 1.714 0.2493 -0.3259
Si -2.331 3.3419 13.5788 -3.6693 -1.2497 -3.2632
Si 3.0707 6.1204 18.575 0.5791 -5.3369 -1.1121
Si 3.5331 3.0971 14.3765 2.817 -1.7624 -0.9195
Si 1.6975 10.6693 16.6461 -1.4499 -1.5251 -2.426
Si 3.3834 -1.31 13.1336 3.0159 4.2414 1.687
Si 10.0628 5.9716 12.9812 -0.889 -1.4107 -2.5928
Si -1.2652 3.5424 16.3741 -1.6547 0.6091 2.7123
Si 11.6632 8.0841 17.7203 3.2545 -2.1403 1.1062
Si -4.3243 -0.6651 17.5456 -0.0488 1.3785 1.4732
Si -9.142 3.8474 16.6771 0.1258 0.7098 0.16
Si -0.2111 8.2371 20.6464 0.305 -0.8808 0.9144
Si 6.0314 7.2538 18.2253 2.941 -5.2427 1.3881
Si 4.411 0.1889 15.6361 -1.1112 2.1323 0.5698
Si 11.3887 -0.985 13.9138 -2.12 0.5322 -0.1201
Si 5.4949 10.4242 20.0937 2.7035 4.4808 0.9357
Si 5.8922 4.4685 13.6903 1.2982 4.0837 2.4229
Si 4.2396 7.6242 20.5481 -3.6201 0.3233 -0.5251
Si 7.6215 5.7257 15.9435 -1.368 5.0705 -0.5484
Si 1.7816 6.1616 21.1055 0.0251 -1.2301 1.8605
Si -3.5375 8.3701 20.6578 5.8366 -3.7222 3.5648
Si 10.3796 -3.6265 15.2266 -6.6078 6.4817 6.4643
Si 9.8642 1.5657 20.6792 -1.7558 2.5804 0.7784
Si 9.6059 10.4221 18.4829 2.6947 -1.0623 1.8078
Si 11.0079 1.7724 18.3099 0.4588 1.6341 -5.6146
O -0.8403 0.9594 22.1218 0.2818 -0.7913 0.774
N 0.5543 -1.5303 21.8668 0.2878 0.0133 1.0759
O 2.7674 5.4562 20.0429 0.239 -1.4955 -0.1984
O 1.9201 4.9796 22.3746 2.1514 -0.5174 -1.5576
O -2.3423 6.7742 -0.1913 0.9292 0.084 2.5009
O 5.3901 0.882 -1.6808 0.3693 -3.5781 -0.7841
O 3.9614 2.5022 -0.9391 -0.7374 0.3437 0.6541
O 8.9419 0.6126 19.7962 3.3318 -3.0241 -3.5777
O 8.7392 2.7324 20.9357 0.1193 0.6249 2.1912
N 2.4989 7.7093 21.2833 4.1716 0.2148 -0.0284
O 7.0189 4.3775 21.9139 -2.6324 0.2196 1.0109
O 7.1444 9.7905 20.09 -4.4663 2.8236 0.0585
O 9.4917 13.3127 17.5601 3.1775 -1.1836 1.7575
O -0.3462 -0.4404 12.5819 0.3797 1.5521 0.5642
N 0.2198 0.1595 17.6259 -0.9966 1.3046 1.6469
O 3.3676 2.9618 12.652 0.3058 0.6856 3.1318
O 1.6972 1.3629 11.3901 -1.3498 -0.8376 1.0094
O 0.1398 5.2544 11.9547 0.652 0.9446 -2.0428
O 1.9361 6.9562 11.693 -0.8895 -0.4489 -1.2561
O 3.8205 8.1861 12.5924 1.2705 -1.3029 0.0249
O 4.7426 4.1362 14.8381 -0.3447 -0.2582 -2.9748
O -2.5657 -6.3536 16.614 2.3185 -2.3494 0.473
O 4.5166 -0.2533 12.1701 -3.503 -2.0025 2.9655
O 6.823 0.7002 11.4845 0.3606 0.3407 -2.1188
O 8.4433 2.0134 12.4959 3.6236 2.2629 -0.0284
O 8.5446 7.0631 15.6072 4.9782 -0.1792 -0.5928
O 5.6337 5.388 12.3561 -0.6987 -1.2548 -0.347
O 9.3795 7.2942 12.3894 -0.6969 1.2726 -0.6177
O 7.1744 6.8472 11.0094 1.5813 0.8313 0.426
O -4.6791 -2.219 17.7503 0.3215 6.2842 -2.0705
O -6.6421 1.639 14.9268 -0.8081 1.6053 -1.0611
O 6.8141 3.2429 13.3526 1.3347 0.3779 1.5314
O 5.8945 -0.2127 16.1536 -0.0565 0.6058 -0.6078
O -4.2125 6.3184 17.1143 -1.2359 -0.7569 0.2142
O -4.0309 5.6236 14.5544 -2.0869 -2.2696 -0.344
O 1.7678 9.5899 12.9844 3.0564 -1.1802 -1.2169
O 1.6163 8.9345 16.6054 0.7233 3.7156 1.3384
O 1.3575 -0.0265 14.9 -1.3901 0.8055 3.4505
O 1.8698 -3.8021 18.6588 -3.549 3.2812 -2.9261
O 11.2212 7.0087 16.6257 -2.4779 -0.0574 -1.391
O 10.2601 8.8432 14.4705 2.2473 -1.9329 1.9094
O 2.2784 3.772 15.0845 -1.7224 -0.7431 1.6662
N 4.5006 6.9171 18.7683 -0.0994 1.3744 1.8717
O 10.9051 6.2298 14.3183 2.1425 -4.1321 -3.8101
O 9.1685 13.7217 14.9968 0.8062 0.1734 -1.9193
O -1.7692 8.4598 20.7991 -3.7994 0.7124 0.5121
O 0.4065 2.0414 19.8952 -1.8353 -0.5551 -0.3849
O -7.8471 4.6391 17.5207 -2.9029 1.743 -0.0425
O 5.0823 6.527 21.3033 1.4076 -1.4022 1.3766
O -4.2432 8.2736 22.4338 -0.0927 1.7436 -4.8558
O 1.3719 2.3116 17.1854 -0.2422 0.7669 1.9295
O -2.6053 -0.3887 17.6618 -3.7733 -1.3886 -1.8443
N 0.1394 6.5003 21.1438 -2.1239 1.3822 0.6667
O 8.7894 4.986 13.1894 0.6725 -3.7147 0.947
O 5.4703 11.132 18.6171 2.3026 -2.4469 -0.7521
O 14.1008 0.3821 16.7911 -1.033 -1.441 0.7108
N 10.8423 -2.1243 18.9779 -2.6092 2.1187 0.2782
O 3.8193 9.9471 14.7037 -0.2766 -2.1311 -3.0971
O 0.0851 4.383 16.7237 2.3137 -0.2353 -1.3442
O 4.4527 9.2877 20.4307 0.2851 -2.2155 0.2575
O 7.2665 7.2464 19.467 -2.7225 0.3299 0.8798

Results
free energy: -38526.351 eV
free energy less fixed offsets of N -289.75, O -463.61, Si -117.95 eV per atom: 33.899 eV
pressure: -2.91 GPa
stress xx, yy, zz, yz, xz, xy (GPa, positive in tension): 4.88, 1.23, 2.63, -0.97, 0.38, 0.32
